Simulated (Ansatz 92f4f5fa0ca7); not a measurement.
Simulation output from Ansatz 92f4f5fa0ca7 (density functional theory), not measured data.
Periodic cell of 224 atoms, Si133O89H1N1, from a study of silicon, its oxide and their interface. The atomic structure is a simulated model.
Doubt: the cutoff is far below the 930 eV that the study's wrapper takes by default for these files, so forces and energies are approximate.
This geometry differs little from another in the collection (a relaxation step or a small displacement).

Settings
functional: PBE
potential files: Ansatz PAW
basis: plane waves
wave-function cutoff: 580 eV
density cutoff ratio: 5
exchange-correlation grid ratio: 1
k mesh: 1 x 1 x 1, Gamma-centred
self-consistency stop: 5e-08 eV per atom in the density residual
occupations: fixed
spin: none
net charge: 0

Cell vectors (angstrom)
a	10.938	0	0
b	0	10.938	0
c	0	0	32.2277

Atoms: element, x, y, z (angstrom)
Si	0.1334	-0.256	24.8669
Si	5.2399	0.0757	24.877
Si	3.1249	2.4509	24.741
Si	7.8461	2.9142	24.6873
Si	-0.3165	5.5692	24.5526
Si	5.816	5.3881	24.5833
Si	2.3185	8.4153	24.7939
Si	8.558	7.9443	24.9627
Si	1.3931	1.3916	26.011
Si	6.8068	1.3345	26.1081
Si	4.18	4.1819	25.9413
Si	9.5188	4.0242	25.9752
Si	1.2761	6.7144	26.012
Si	6.885	6.8102	26.1206
Si	4.0062	9.4723	26.1104
Si	9.648	9.5154	26.2817
Si	2.7164	0.006	27.4528
Si	8.2076	-0.0014	27.471
Si	0.0015	2.7315	27.3921
Si	5.4563	2.7686	27.4324
Si	2.753	5.4494	27.3811
Si	8.2371	5.4196	27.4535
Si	0.0628	8.1137	27.5244
Si	5.4711	8.1779	27.4417
Si	4.1018	1.3673	28.8094
Si	9.5708	1.3673	28.8094
Si	1.3673	4.1018	28.8094
Si	6.8362	4.1018	28.8094
Si	4.1018	6.8362	28.8094
Si	9.5708	6.8362	28.8094
Si	1.3673	9.5708	28.8094
Si	6.8362	9.5708	28.8094
Si	0	0	30.1767
Si	5.469	0	30.1767
Si	2.7345	2.7345	30.1767
Si	8.2035	2.7345	30.1767
Si	0	5.469	30.1767
Si	5.469	5.469	30.1767
Si	2.7345	8.2035	30.1767
Si	8.2035	8.2035	30.1767
Si	1.3673	1.3673	31.5439
Si	6.8362	1.3673	31.5439
Si	4.1018	4.1018	31.5439
Si	9.5708	4.1018	31.5439
Si	1.3673	6.8362	31.5439
Si	6.8362	6.8362	31.5439
Si	4.1018	9.5708	31.5439
Si	9.5708	9.5708	31.5439
Si	2.7345	0	0.6835
Si	8.2035	0	0.6835
Si	0	2.7345	0.6835
Si	5.469	2.7345	0.6835
Si	2.7345	5.469	0.6835
Si	8.2035	5.469	0.6835
Si	0	8.2035	0.6835
Si	5.469	8.2035	0.6835
Si	4.1018	1.3673	2.0507
Si	9.5708	1.3673	2.0507
Si	1.3673	4.1018	2.0507
Si	6.8362	4.1018	2.0507
Si	4.1018	6.8362	2.0507
Si	9.5708	6.8362	2.0507
Si	1.3673	9.5708	2.0507
Si	6.8362	9.5708	2.0507
Si	0	0	3.418
Si	5.469	0	3.418
Si	2.7345	2.7345	3.418
Si	8.2035	2.7345	3.418
Si	0	5.469	3.418
Si	5.469	5.469	3.418
Si	2.7345	8.2035	3.418
Si	8.2035	8.2035	3.418
Si	1.3853	1.4018	4.8682
Si	6.8379	1.3527	4.9008
Si	4.0764	4.076	4.764
Si	9.5608	4.0564	4.7432
Si	1.357	6.9261	4.7298
Si	6.8101	6.8413	4.7075
Si	4.0931	9.6251	4.8905
Si	9.5241	9.6558	4.71
Si	2.7486	0.1052	6.3964
Si	8.3289	-0.005	6.2992
Si	-0.037	2.797	6.232
Si	5.4214	2.778	6.2487
Si	2.6786	5.5033	6.0303
Si	8.1489	5.426	6.0037
Si	0.0339	8.4222	6.0123
Si	5.5502	8.1929	6.1607
Si	4.0558	1.6181	7.8372
Si	9.8702	1.243	7.7307
Si	0.9028	4.6795	7.3802
Si	6.6399	4.3588	7.4911
Si	4.3494	6.515	7.3046
Si	9.572	6.9165	7.0435
Si	1.0628	9.8781	7.6063
Si	7.3791	9.0724	7.4513
O	9.5652	6.8176	24.2573
O	4.1817	1.2348	24.3979
O	8.5047	7.9078	7.9
O	3.2225	2.4814	9.0037
O	6.8265	4.1285	24.1783
O	2.8286	7.6873	23.4211
O	5.4863	5.4711	7.8975
N	0.1408	0.1666	8.5272
O	7.2116	3.7961	8.9268
O	6.7945	9.617	8.8869
O	10.6687	5.8398	7.7794
O	1.565	8.7959	8.7529
O	5.2165	0.8289	8.7315
O	1.369	4.313	8.8898
O	9.1389	2.0317	8.9845
O	3.4751	6.9104	8.6345
O	7.9639	8.7938	23.7131
O	8.3232	2.192	23.2866
O	5.4881	6.2797	23.2078
O	2.8273	2.9958	23.2154
O	12.1833	-1.3539	24.3076
O	0.0624	4.9024	23.0678
O	4.0426	7.4138	21.1882
O	10.9651	21.0517	20.7994
Si	5.3733	4.8408	16.7095
Si	0.5346	8.7659	20.0735
Si	6.0653	9.3212	12.1476
Si	13.347	4.8883	12.6424
Si	8.6453	2.9823	12.8734
Si	9.8826	0.0449	12.7592
Si	2.0441	3.2401	9.8882
Si	2.5905	-3.7305	21.8878
Si	17.7049	7.022	15.5182
Si	7.077	11.11	18.653
Si	8.5335	3.3429	9.7874
Si	3.4696	13.0996	13.9965
Si	5.8067	0.4652	14.3609
Si	6.9705	5.9636	19.2571
Si	0.8074	4.7821	21.5906
Si	13.6644	-0.9895	18.2214
Si	3.3176	2.8193	17.0636
Si	5.3913	10.2782	9.3528
Si	9.5172	6.5526	16.5217
Si	16.4797	7.0518	21.7452
Si	9.7907	4.7852	19.0695
Si	1.8595	-0.3425	12.7056
Si	5.1981	20.5093	16.5909
Si	8.4575	8.1239	12.9629
Si	11.4114	0.5378	10.2421
Si	7.0066	9.6024	22.7069
Si	11.3261	11.6784	20.8782
Si	-0.6228	-5.2456	13.5353
Si	4.4213	1.163	19.5706
Si	3.0126	8.3067	9.2984
Si	0.9989	1.3303	17.8127
Si	3.3698	7.9092	12.413
Si	2.5128	2.3185	21.7672
Si	7.2957	2.7182	15.4127
Si	8.8106	8.4368	18.5914
Si	9.0491	0.9144	22.5887
Si	9.2421	2.2011	17.5476
O	6.1619	8.3035	16.3059
O	5.0115	1.7126	13.6522
O	13.1147	5.6506	21.7392
O	6.4952	10.4339	13.2561
O	2.5029	9.1332	13.1303
O	1.6444	0.9333	21.9221
O	2.9334	8.0196	10.8646
O	3.5341	-0.2155	19.4254
O	10.3109	-4.7398	15.1246
O	9.5843	-3.9925	12.7126
O	3.8176	4.3747	16.9303
O	8.2076	9.9318	18.9058
O	9.4089	8.1331	17.0586
O	14.3117	2.07	15.6172
O	7.4796	7.5932	14.1729
O	11.8484	5.3928	13.0649
O	4.9354	8.2715	12.6801
O	6.2079	6.0253	20.6871
O	9.9247	14.1685	18.6104
O	5.5282	5.9402	15.4874
O	7.561	7.4358	18.8872
O	1.5926	8.9559	18.8409
O	12.344	3.3402	21.1252
O	8.1368	2.9312	11.3212
O	10.0766	-2.8529	19.5772
O	-0.2115	-5.7731	20.3601
O	6.0465	10.5611	17.5398
O	3.2271	6.319	12.8072
O	6.0122	0.7473	19.8007
O	10.1643	5.6978	17.7554
O	1.6797	-0.2788	11.0479
O	8.2199	4.9499	19.4612
O	6.149	14.419	16.261
O	11.8165	1.2193	19.4217
O	7.3915	14.2069	13.8832
O	4.8367	10.4176	15.2425
O	9.6193	4.2514	13.2129
O	8.7221	2.9339	16.1867
O	7.9413	6.1597	16.2814
O	4.2344	2.0574	18.2025
O	4.0965	9.436	8.8395
O	5.4239	-0.7007	10.9649
O	9.9424	12.4213	21.3423
O	1.7392	2.7566	17.4951
O	10.1029	0.2441	23.6391
O	6.3693	8.4758	21.7146
O	2.5112	4.1688	11.1576
O	-1.6809	1.4865	13.2524
O	2.6345	11.9415	13.2055
O	-0.4768	23.0644	17.1366
O	7.9513	10.762	22.0335
O	6.9565	1.1178	15.3195
O	1.9408	0.1005	17.283
O	9.5786	4.5654	9.9964
O	14.7355	9.1155	17.3079
O	0.4122	-0.1779	13.4263
O	10.0583	0.1971	11.1198
O	7.3878	-2.5111	11.7387
O	0.9347	2.1221	10.3535
O	3.8471	2.0318	20.8539
O	16.7208	10.3354	23.4844
O	1.3277	7.9595	21.2207
O	5.9171	5.4374	18.1303
O	13.9738	3.699	13.6016
O	7.9613	1.4596	18.2119
O	9.1279	-1.338	13.2196
H	9.9683	5.0471	9.2373

Results
free energy: -135566.226 eV
free energy less fixed offsets of H -15.97, N -385.13, O -568.88, Si -635.61 eV per atom: 1.324 eV

Forces (eV/angstrom), in the order of the atoms: element, x, y, z
Si	0.0427	-0.0625	-0.0577
Si	-0.0251	0.0521	0.0248
Si	0.0586	-0.0277	-0.025
Si	-0.0592	0.1154	-0.0056
Si	-0.0298	0.0784	-0.0159
Si	0.0463	-0.0379	-0.149
Si	-0.0866	-0.0082	0.014
Si	0.0967	-0.0766	-0.2257
Si	0.0163	-0.0213	0.0067
Si	-0.0564	-0.0133	-0.0191
Si	0.0122	-0.0277	0.037
Si	-0.043	0.0534	-0.0139
Si	-0.0478	0.0374	0.0281
Si	0.0052	-0.0645	0.0417
Si	0.0019	0.0394	-0.0147
Si	0.0338	0.003	0.026
Si	-0.0176	-0.011	-0.036
Si	0.0049	0.0068	-0.0087
Si	0.0127	0.0082	-0.0275
Si	0.025	0.0042	-0.0164
Si	-0.0278	0.0126	-0.0396
Si	0.0177	-0.0049	-0.0459
Si	0.0292	-0.0351	-0.0613
Si	-0.0312	-0.0009	-0.0186
Si	-0.0631	0.1725	-0.055
Si	0.1429	0.1372	-0.0533
Si	0.0567	-0.0161	-0.3862
Si	0.0612	-0.1167	0.1411
Si	-0.1011	-0.176	-0.1397
Si	-0.0806	-0.3688	0.4108
Si	0.2182	-0.0899	0.3279
Si	-0.1589	-0.0116	0.0191
Si	-0.0443	-0.0537	-0.0125
Si	0.007	-0.0025	-0.0157
Si	-0.034	-0.0589	-0.0225
Si	-0.0412	0.0322	0.0058
Si	-0.0994	0.0581	0.0165
Si	-0.0145	-0.0226	-0.0205
Si	0.041	0.1276	0.015
Si	-0.006	-0.0782	-0.0247
Si	0.0506	0.0182	-0.0009
Si	0.04	-0.0175	-0.0212
Si	0.016	0.005	-0.018
Si	0.0788	-0.0344	-0.0222
Si	0.0145	-0.0334	-0.0379
Si	-0.0339	0.0368	-0.0136
Si	-0.0098	-0.0624	-0.0154
Si	-0.0364	0.015	-0.0134
Si	0.0107	-0.0491	0.0034
Si	-0.0001	-0.0127	0.0333
Si	-0.1333	0.0437	0.0229
Si	0.0011	0.0116	0.0107
Si	-0.0254	0.0592	0.0174
Si	0.011	0.0156	0.0118
Si	0.0092	-0.02	0.019
Si	0.0007	0.043	0.0128
Si	-0.0387	0.0226	0.0371
Si	0.0646	0.0073	-0.0178
Si	0.0766	0.0031	0.0184
Si	-0.0872	-0.0647	0.0238
Si	0.0656	-0.0034	-0.005
Si	-0.006	0.0141	0.0017
Si	0.1204	0.1047	0.0238
Si	0.0108	-0.1068	0.001
Si	0.3173	0.5568	-0.0684
Si	0.0495	0.0502	0.6348
Si	-0.1175	-0.3	-0.0789
Si	-0.3497	-0.4768	0.0571
Si	-0.0729	0.1009	0.0523
Si	-0.37	-0.1826	-0.3369
Si	0.4598	0.595	-0.0672
Si	-0.0837	0.1307	-0.38
Si	-0.0204	-0.0085	0.0578
Si	0.02	-0.0164	0.0088
Si	0.0064	0.0255	0.0409
Si	-0.0137	0	0.1015
Si	-0.0198	-0.0168	0.0336
Si	-0.0212	-0.0157	0.0581
Si	-0.011	-0.0251	0.0056
Si	-0.0025	0.023	0.0441
Si	0.0224	0.0186	-0.0732
Si	-0.0113	-0.0105	-0.0509
Si	0.0921	0.0419	-0.0561
Si	-0.0464	-0.0169	-0.0523
Si	0.0206	-0.0633	-0.0104
Si	0.0233	0.0497	-0.048
Si	-0.0088	-0.0382	-0.0789
Si	0.0514	0.0091	-0.0119
Si	-0.0074	0.0775	0.1361
Si	0.0635	-0.1443	0.0649
Si	-0.019	-0.0062	-0.0814
Si	-0.1255	0.0401	0.0892
Si	0.0991	-0.1011	0.0582
Si	-0.0121	-0.009	0.1062
Si	-0.0641	0.1695	0.1145
Si	0.0734	-0.0708	0.0173
O	-0.0323	0.0161	0.1114
O	-0.0223	-0.0036	0.0638
O	0.0058	0.0167	-0.072
O	0.0108	0.0099	-0.0483
O	-0.0076	0.0178	0.0563
O	0.0173	0.0201	0.0191
O	-0.0155	0.0147	-0.1048
N	0.0216	-0.0075	0.057
O	0.0456	-0.022	-0.0205
O	-0.0162	-0.0033	-0.0445
O	-0.1421	0.1282	-0.0691
O	0.0101	-0.0015	-0.0475
O	-0.0196	-0.0235	-0.0818
O	0.0547	-0.0377	0.0372
O	-0.0148	0.0256	-0.0407
O	-0.0158	0.0518	-0.0303
O	0.0262	-0.0281	0.0864
O	0.0114	-0.0226	0.0311
O	0.0094	-0.0439	0.1018
O	-0.0058	0.0073	0.0471
O	-0.0016	0.0289	0.0614
O	-0.012	-0.0184	0.0506
O	-0.0094	-0.0069	0.0449
O	0.0038	0.0074	0.0267
Si	0.0235	0.0001	0.0152
Si	0.02	0.013	-0.0355
Si	0.0257	-0.0396	0.0795
Si	0.0025	0.0175	0.0259
Si	0.0257	-0.0125	0.0356
Si	0.0182	-0.0065	0.02
Si	0.0334	-0.0354	0.0019
Si	-0.0099	-0.0031	-0.1102
Si	0.02	0.0452	-0.0145
Si	0	0.0156	-0.017
Si	0.009	0.0116	0.0613
Si	-0.0136	-0.019	-0.0079
Si	0.0196	-0.0206	0.0153
Si	0.0264	-0.0094	0.0055
Si	0.0166	0.0225	-0.0771
Si	-0.0032	0.0011	0.0074
Si	-0.006	-0.0189	0.0169
Si	0.0099	0.0197	0.0791
Si	0.0247	0.0028	0.0115
Si	-0.0022	0.0071	-0.0639
Si	-0.0253	0.0036	-0.0041
Si	-0.0368	-0.0189	0.0535
Si	-0.0059	0.0085	0.0114
Si	-0.009	0.0111	0.0038
Si	-0.0228	-0.0418	-0.0392
Si	0.012	-0.0327	-0.0101
Si	0.0187	0.0002	-0.051
Si	0.0031	0.0143	-0.0005
Si	-0.0091	-0.0182	-0.0189
Si	-0.0145	-0.0154	0.0947
Si	-0.026	-0.0163	0.0226
Si	-0.0048	0.0141	0.0744
Si	-0.0296	-0.0299	-0.1051
Si	0.0121	-0.004	0.019
Si	-0.0013	-0.0009	0.0135
Si	0.0366	0.0247	-0.0787
Si	-0.0059	-0.0105	-0.0026
O	-0.0037	-0.0163	-0.0131
O	-0.0067	0.0116	-0.0081
O	0.0107	-0.0078	0.0527
O	-0.0023	-0.0069	-0.026
O	0.0104	0.0002	-0.0265
O	0.0005	-0.0055	0.0202
O	0.0141	-0.0029	-0.0407
O	0.0189	0.0052	0.0114
O	-0.0042	0.0065	0.0153
O	0.0038	-0.008	-0.0157
O	0.0056	0.009	-0.0104
O	-0.003	-0.0014	0.0028
O	0.0025	-0.0179	-0.0253
O	0.003	-0.0033	0.0061
O	-0.0181	-0.0028	0.0016
O	-0.0069	-0.0123	-0.0178
O	-0.001	0.0088	-0.0429
O	0.0004	0.0048	0.0203
O	0.0081	0.0031	0.0077
O	-0.0014	-0.0005	-0.0015
O	-0.0042	0.0017	0.0072
O	0.0063	0.006	-0.0038
O	0.0001	-0.0114	0.0458
O	0.0107	0.0152	-0.0576
O	-0.0092	0.0031	0.0019
O	-0.0015	-0.0065	0.0219
O	-0.003	0.0035	0.0034
O	-0.0017	-0.0002	-0.0303
O	0.0012	-0.0075	0.003
O	0.0032	0.0028	-0.0025
O	0.0064	0.0135	-0.052
O	0.0044	0.0029	-0.0072
O	-0.0061	0.0003	-0.004
O	-0.0053	0.0078	0.019
O	0.0029	0.0114	-0.0167
O	-0.0005	0.0076	-0.0058
O	0.0002	0.0013	-0.0129
O	-0.0088	0.0093	-0.0134
O	-0.0166	-0.0098	-0.0003
O	-0.0031	0.0154	-0.0066
O	-0.0054	-0.0054	-0.0405
O	-0.0087	0.0025	-0.043
O	-0.0301	-0.0152	0.0541
O	0.0164	0.0062	-0.0144
O	0.0136	0.0072	0.0465
O	0.0188	0.02	0.0349
O	-0.0116	0.0084	-0.0244
O	-0.0059	0.0161	-0.0234
O	0.0119	0.0036	-0.0066
O	0.0089	0.0067	-0.0077
O	-0.0085	-0.0079	0.0287
O	-0.0101	0.0046	-0.0084
O	0.0022	0.0098	-0.0177
O	-0.0185	-0.0237	-0.0558
O	0.0146	0.0012	-0.0168
O	0.0158	0.0055	-0.0063
O	0.0093	0.0146	-0.0311
O	-0.0122	0.0171	0.0009
O	-0.0078	0.0103	-0.0119
O	-0.0058	-0.0005	0.0265
O	0.0143	-0.0169	0.0077
O	-0.0009	0.0031	0.0412
O	-0.0209	-0.0091	-0.0018
O	0.0089	-0.0089	-0.0064
O	-0.0057	-0.0073	0.0156
O	-0.0062	-0.0011	-0.0127
H	0.0052	-0.0117	0.0545

The program warned: the cutoff lies below the one the program advises for these potential files; the exchange-correlation potential is rough where the density is thin.
